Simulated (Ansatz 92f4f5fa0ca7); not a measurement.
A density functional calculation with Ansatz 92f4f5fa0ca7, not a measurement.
Periodic cell of 268 atoms, Si148O120, from a study of silicon, its oxide and their interface. The atomic structure is a simulated model.
This geometry differs little from another in the collection (a relaxation step or a small displacement).

Settings
functional: r2SCAN
potential files: Ansatz PAW
basis: plane waves
wave-function cutoff: 800 eV
density cutoff ratio: 5
exchange-correlation grid ratio: 1
k mesh: 1 x 1 x 1, shifted by 0.5 0.5 0 of a step
self-consistency stop: 1e-10 eV per atom in the density residual
occupations: fixed
spin: none
net charge: 0

Cell vectors (angstrom)
a	10.88	0	0
b	0	10.88	0
c	0	0	37.6809

Atoms and the computed forces on them: element, x, y, z (angstrom), force x, y, z (eV/angstrom)
Si	-0.3789	0.2221	-0.1546	-0.0463	0.0798	0.1388
Si	3.119	2.3071	-0.0686	-0.0105	0.0688	0.1636
Si	-0.3361	5.8256	-0.3903	-0.0422	0.0419	0.2252
Si	3.0138	8.0575	-0.047	0.0211	-0.0714	0.1607
Si	5.3416	0.1963	0.3857	-0.0654	-0.0084	0.1537
Si	8.299	2.4733	-0.3783	0.0687	0.0001	0.1906
Si	5.2965	5.8838	0.021	-0.0453	-0.0465	0.1227
Si	8.2795	7.9545	0.2115	0.0589	0.0059	0.1637
Si	1.2714	1.3511	1.0903	0.0287	-0.0298	0.0276
Si	4.1476	4.1269	1.0761	0.0215	-0.0286	0.0026
Si	1.2867	6.8806	1.0376	0.0347	0.0297	-0.0292
Si	4.1371	9.4115	1.4587	0.0204	0.0775	0.0694
Si	6.9929	1.4548	1.3375	-0.0429	-0.0391	0.0189
Si	9.4879	4.1101	0.9299	0.003	-0.0067	-0.004
Si	6.8008	6.7908	1.5562	0.0082	-0.041	0.0514
Si	9.4831	9.5977	1.3183	-0.026	-0.0563	-0.0356
Si	-0.0289	2.7875	2.4356	-0.022	-0.0076	0.0291
Si	2.6496	-0.001	2.5762	0.1314	0.0034	-0.0371
Si	0.022	8.1887	2.5585	-0.0095	-0.0168	0.0347
Si	2.692	5.4761	2.4261	0.0312	0.0452	0.053
Si	5.4826	2.8013	2.569	-0.0411	-0.0908	-0.0033
Si	8.2003	0.0389	2.7278	-0.0315	0.0091	0.0491
Si	5.4684	8.1506	2.8561	0.0154	0.0378	0.0496
Si	8.2119	5.3104	2.6024	0.0037	0.0243	0.0352
Si	1.3595	4.1136	3.845	-0.0005	-0.026	-0.0518
Si	4.0718	1.3938	3.8859	0.0094	-0.0162	0.0046
Si	1.3594	9.5171	3.9736	-0.04	-0.0453	-0.0603
Si	4.0178	6.7436	3.9898	0.0403	0.0069	-0.0507
Si	6.8224	4.0537	4.0077	0.0572	0.0117	-0.0441
Si	9.5906	1.4246	3.966	0.0024	-0.0109	-0.044
Si	6.8289	9.5739	4.0873	-0.0472	0.0021	0.0174
Si	9.5524	6.776	3.9	-0.061	0.0283	-0.0077
Si	0.0258	0.0112	5.3218	0.0198	0.0244	0.006
Si	2.7131	2.7443	5.2516	0.0345	-0.0131	-0.0213
Si	0.0244	5.4448	5.2837	0.0125	-0.0014	-0.0225
Si	2.6988	8.1501	5.3386	0.0344	0.0081	0.0173
Si	5.4094	0.0583	5.3365	-0.03	0.0035	0.0032
Si	8.1838	2.712	5.3534	-0.0276	-0.033	0.0125
Si	5.4429	5.4242	5.3265	-0.0285	0.0202	0.0164
Si	8.2087	8.1369	5.3238	-0.0188	0.0131	-0.0149
Si	1.3873	1.3736	6.6578	0.0083	-0.0345	0.0145
Si	4.0706	4.071	6.6614	0.0333	-0.0099	0.0169
Si	1.3463	6.7941	6.6921	0.0223	0.0227	0.0038
Si	4.071	9.535	6.6737	0.0269	0.007	0.013
Si	6.806	1.3622	6.7035	-0.0172	-0.0114	0.0235
Si	9.5462	4.0942	6.6758	-0.0222	-0.0057	0.0079
Si	6.8167	6.7887	6.6707	-0.0164	0.0303	0.0009
Si	9.5555	9.5143	6.6792	-0.0088	0.0078	0.0034
Si	0.0123	2.7079	8.0254	0.0178	-0.0114	-0.0134
Si	2.7205	0.0131	8.0509	0.0126	0.0135	-0.0026
Si	0.0087	8.1573	8.0707	-0.0162	0.007	-0.0136
Si	2.7046	5.4204	8.0287	0.0052	0.0414	-0.007
Si	5.4391	2.7349	8.0361	0.0018	-0.0226	0.0096
Si	8.1909	-0.0103	8.028	-0.0352	-0.0717	-0.0079
Si	5.4478	8.1596	7.9989	0.0113	0.0215	-0.0038
Si	8.1855	5.4446	8.0511	-0.0082	-0.0125	-0.0032
Si	1.3456	4.0598	9.4015	-0.0078	-0.0049	-0.0021
Si	4.0681	1.399	9.4027	0.0176	-0.0243	0.0035
Si	1.357	9.5329	9.4262	0.0121	0.0015	-0.0037
Si	4.0708	6.8038	9.3467	0.0195	0.0073	0.0175
Si	6.8261	4.0655	9.3963	-0.0209	-0.0013	-0.0153
Si	9.5391	1.3537	9.4053	-0.0022	-0.0142	0.0013
Si	6.8511	9.4744	9.347	-0.0094	0.0163	-0.0095
Si	9.5487	6.7827	9.4461	-0.0002	0.0239	0.0177
Si	0.001	0.0129	10.8087	0.0067	-0.0211	0.0572
Si	2.6859	2.7469	10.8054	0.0448	-0.0441	0.0159
Si	-0.001	5.3705	10.817	-0.0093	0.0259	0.0514
Si	2.7136	8.1306	10.7451	0.0199	0.025	0.0308
Si	5.5114	0.0089	10.6159	-0.0109	0.0047	-0.0215
Si	8.2006	2.7194	10.7845	-0.0335	0.0207	0.0494
Si	5.4268	5.4368	10.6837	0.0099	0.0133	-0.0122
Si	8.1723	8.1399	10.7857	-0.0039	0.0008	0.0343
Si	1.3188	1.4104	12.2095	0.0278	0.0059	-0.047
Si	4.0832	4.1473	12.0989	0.0019	0.0054	-0.0517
Si	1.4081	6.7039	12.1504	0.0073	0.0343	-0.0211
Si	4.1657	9.5559	11.9266	0.0078	-0.0056	-0.0491
Si	6.8169	1.3108	12.0505	-0.0014	-0.0378	-0.0517
Si	9.5005	4.0501	12.2665	0.0081	-0.0102	-0.0455
Si	6.7797	6.7238	12.0704	-0.0196	0.0263	-0.0483
Si	9.5263	9.5011	12.1708	-0.0318	-0.0473	-0.0505
Si	-0.01	2.7462	13.7402	-0.0348	0.0259	0.0082
Si	2.8385	-0.0232	13.3042	0.0009	-0.0096	-0.0519
Si	-0.0348	7.9988	13.463	0.0096	0.039	-0.0093
Si	2.831	5.4636	13.6305	0.0347	0.0211	-0.0032
Si	5.4183	2.6851	13.3095	0.0051	-0.0148	-0.0537
Si	8.1504	0.0292	13.5154	-0.0053	0.0007	0.0106
Si	5.4521	8.1855	13.2878	0.0355	0.0112	-0.0312
Si	8.0056	5.3781	13.5786	0.0041	-0.0388	0.009
Si	1.6548	3.9447	15.0052	-0.0169	-0.0618	-0.2197
Si	3.8517	1.6239	14.6653	-0.0406	0.0108	-0.138
Si	1.6547	9.241	14.4221	-0.0314	-0.0883	-0.1853
Si	3.9787	7.2084	14.8051	-0.018	-0.0431	-0.2087
Si	6.8621	3.682	14.8479	0.0331	-0.0073	-0.1716
Si	9.2122	1.5391	14.9739	0.0021	0.0346	-0.2225
Si	6.9885	9.2472	14.6713	0.0301	0.0426	-0.2115
Si	9.185	6.9436	14.8416	-0.0351	0.0008	-0.1833
Si	2.3454	4.2831	17.9085	0.0197	-0.027	-0.2888
Si	-4.5689	12.4864	22.2679	-0.0377	-0.0043	-0.1994
Si	-0.6987	8.9742	18.8335	-0.033	0.0352	-0.254
Si	3.7126	9.219	18.8572	-0.0014	-0.0028	-0.2235
Si	6.5449	1.975	19.4243	0.0222	0.0016	-0.2843
Si	-5.0676	11.178	24.9944	-0.0001	0.0326	-0.0761
Si	5.8114	8.1131	17.058	0.0015	-0.0149	-0.2734
Si	4.9611	2.8286	17.036	0.0197	0.0291	-0.2638
Si	5.9333	6.3555	21.7061	-0.0069	-0.0208	-0.225
Si	-0.3659	4.1379	21.924	-0.0222	-0.0028	-0.1837
Si	-0.3109	-1.9651	21.8503	-0.0041	0.0038	-0.2444
Si	9.0889	11.7226	18.0553	0.0351	-0.0065	-0.2501
Si	1.4796	10.1982	17.1432	0.0029	-0.0094	-0.1981
Si	8.536	6.5994	17.7528	-0.038	0.0648	-0.263
Si	-3.326	-4.2427	25.6471	0.01	0.0169	-0.0349
Si	-2.9691	8.1859	23.0835	-0.0008	-0.0374	-0.1423
Si	-9.6595	10.8956	23.2213	0.0459	0.0121	-0.1652
Si	3.2292	6.5054	20.1129	0.0026	0.0388	-0.2723
Si	5.3983	11.4889	31.2688	0.0361	-0.0098	0.1878
Si	8.7857	2.2745	23.6113	0.0069	0.0409	-0.1503
Si	1.3408	17.3906	22.63	0.0552	0.0052	-0.1706
Si	7.5072	3.731	25.9755	0.0027	-0.0138	-0.019
Si	-1.1727	5.2679	26.986	0.0668	0.0076	0.0579
Si	1.0089	-4.3691	25.4963	0.0447	0.0217	-0.0287
Si	-4.8607	9.1169	29.4735	0.0869	0.0762	0.2276
Si	2.734	11.2413	20.8517	0.0065	-0.0413	-0.2169
Si	4.9213	6.0851	30.2257	0.0153	0.0029	0.1716
Si	8.0554	4.6606	20.082	-0.0417	0.0036	-0.249
Si	0.8878	12.5742	18.8386	-0.0176	-0.0044	-0.2323
Si	3.3967	-6.9592	28.7485	-0.007	0.0004	0.1988
Si	2.3869	8.1478	27.5	-0.0053	-0.0212	0.107
Si	2.2045	2.6767	22.2959	0.0087	-0.0756	-0.169
Si	0.391	-1.4886	25.7484	0.0392	-0.0145	-0.0264
Si	-2.2282	10.624	24.9465	-0.0087	-0.0154	-0.0542
Si	4.8617	2.8804	26.2451	-0.0077	0.0133	-0.0158
Si	-6.2194	4.0654	23.3741	0.0206	-0.0067	-0.1214
Si	2.2258	7.3192	30.4681	-0.0353	0.0464	0.2325
Si	-1.5222	1.061	32.948	-0.0353	-0.1038	0.1329
Si	0.165	5.7434	34.115	-0.0714	0.0688	0.2491
Si	1.8567	-2.8161	33.223	-0.0298	0.0191	0.2298
Si	0.6134	4.9809	29.4678	0.032	-0.0441	0.2242
Si	-2.1535	-3.0849	33.7591	-0.0225	0.0384	0.1874
Si	-5.5225	-2.1603	26.5487	0.0039	0.0564	0.089
Si	-7.6003	2.4757	31.572	0.0199	-0.0236	0.1686
Si	5.7873	3.6222	31.9473	0.0468	-0.1085	0.2013
Si	4.5504	0.9967	35.3653	-0.0385	-0.0324	0.2503
Si	-0.2124	-0.9599	34.731	-0.0489	-0.0053	0.1365
Si	-3.1314	9.8077	31.6489	0.0909	0.0349	0.2101
Si	3.8598	9.0732	34.9245	0.1038	0.0294	0.2129
Si	7.0122	2.5455	34.3888	0.0326	-0.0487	0.2037
Si	6.499	7.4895	35.6577	-0.0602	-0.0332	0.1612
Si	11.2329	3.3255	32.0785	-0.0623	-0.038	0.2317
O	0.1873	-0.6324	-1.4211	0.0241	-0.0231	-0.1094
O	-3.3883	-1.5192	-7.563	-0.065	-0.0595	-0.1542
O	1.7224	8.299	-6.041	0.0055	-0.0267	-0.1644
O	6.079	2.1518	-6.5124	0.0096	0.0245	-0.0864
O	5.172	-0.4473	-7.661	-0.0425	-0.0459	-0.1065
O	0.0754	5.475	-1.9481	0.0398	-0.0099	-0.1769
O	2.8618	8.8184	-1.4864	-0.0322	0.0377	-0.112
O	1.4938	6.5796	-3.93	0.0655	0.0117	-0.0978
O	4.1182	1.253	0.6523	-0.0073	-0.004	0.0236
O	3.4227	1.999	-1.6615	0.0594	-0.0306	-0.1435
O	7.5376	2.949	-1.7774	-0.0649	0.0268	-0.1399
O	8.0795	1.4983	-3.865	0.0296	-0.0276	-0.0503
O	3.9909	6.7908	-0.3283	-0.0331	0.0198	-0.0831
O	6.1165	6.0257	-1.3983	-0.0021	0.0062	-0.0988
O	9.356	6.9459	-0.5178	0.0385	-0.0016	-0.0458
O	7.2813	8.4535	-0.972	-0.0193	0.0581	-0.0779
O	2.6096	2.6174	15.0384	0.0118	0.0276	0.0919
O	1.4443	4.548	16.5416	0.0034	0.024	0.1883
O	4.6284	1.5205	16.111	0.0108	-0.0225	0.138
O	8.1249	2.7256	15.2049	0.0065	0.0093	0.0879
O	1.0879	10.1986	15.5946	-0.0011	0.0458	0.1214
O	9.4102	11.773	16.4609	-0.0136	-0.0091	0.1996
O	2.7005	8.1804	15.0989	-0.0609	0.0414	0.0788
O	4.778	7.1285	16.2425	0.0463	-0.0039	0.1695
O	9.3562	-4.5381	16.3619	-0.0088	-0.0219	0.1651
O	6.0855	1.1314	20.7301	-0.0186	-0.0428	0.1714
O	6.0801	3.7676	16.2939	-0.0522	0.0015	0.1403
O	9.4835	4.2538	20.7036	0.0658	-0.015	0.1049
O	5.2205	16.3968	22.9082	-0.018	-0.0326	0.115
O	1.2991	11.7496	17.5159	-0.0144	0.0682	0.0863
O	29.6814	12.6717	22.3411	0.0504	-0.0009	0.067
O	8.2395	8.2562	15.0193	0.0297	-0.0408	0.0843
O	2.7036	5.4874	18.9424	0.0056	0.0734	0.1519
O	2.9253	7.9883	19.5427	-0.0361	-0.0609	0.1139
O	-13.4325	5.2503	18.5986	-0.0032	-0.0934	0.1649
O	-7.1436	3.8252	17.2665	-0.0445	0.0441	0.0835
O	7.2557	5.6657	21.0639	-0.0301	0.0425	0.1256
O	3.7648	10.4409	19.9189	0.0179	0.0632	0.1219
O	10.1518	1.7937	18.8381	0.0196	0.0674	0.12
O	7.6019	12.1625	18.4294	-0.0691	0.0303	0.0909
O	5.2709	2.2557	18.4969	0.0506	-0.0393	0.1781
O	0.0252	5.6147	22.4006	-0.0138	0.0292	0.0684
O	5.1767	8.7209	18.4078	-0.0396	0.0247	0.1384
O	9.178	10.1975	18.5564	0.0079	-0.0633	0.1161
O	4.8174	6.4592	20.5086	0.0558	-0.0195	0.1026
O	0.8648	-2.8448	22.5022	0.0149	-0.0158	0.079
O	0.5161	9.0944	17.7981	-0.0597	-0.0486	0.133
O	7.7077	2.8633	24.6453	-0.0301	0.0195	0.0672
O	1.4757	12.5012	23.3105	-0.0453	0.0054	0.0725
O	-3.7461	14.2474	19.9374	0.0336	0.0412	0.098
O	-5.3051	13.8827	22.5784	-0.0208	0.038	0.0774
O	12.1808	9.2956	27.0956	-0.0117	0.0363	-0.0145
O	7.0114	5.1539	25.4327	-0.0155	-0.0024	-0.0053
O	2.9798	9.7448	17.5141	0.0818	-0.0344	0.0996
O	1.3597	11.6183	20.0562	0.0275	-0.0232	0.1529
O	9.401	7.5927	18.6678	0.0482	0.0141	0.123
O	-0.1753	10.3802	22.536	-0.0021	0.0242	0.0598
O	13.3135	17.1006	21.4849	-0.052	-0.0227	0.1392
O	-3.796	18.1018	17.4472	0.0572	-0.0415	0.0781
O	1.2612	-0.6013	24.7052	0.0176	-0.0229	0.0907
O	-1.4155	1.0014	24.3214	0.0066	-0.011	0.0373
O	1.5915	3.1353	18.7602	-0.023	-0.0383	0.1254
O	-4.3657	-3.1113	22.3259	0.0226	0.0605	0.0801
O	-0.0435	-1.8371	20.2821	0.0409	0.0036	0.2028
O	-2.6921	7.1035	24.2433	0.0128	-0.0206	0.0708
O	1.8706	17.1074	24.1471	-0.0107	0.0067	0.0893
O	1.8719	4.4297	28.6302	0.0282	-0.0091	-0.0962
O	-1.0139	14.2447	23.1791	-0.0143	-0.039	0.1013
O	-5.6515	-1.1602	25.2982	-0.0201	-0.02	-0.0195
O	-7.3438	6.4985	30.9871	0.0155	-0.0194	-0.047
O	-6.0547	1.359	25.7085	-0.0163	-0.0045	0.0259
O	-1.7601	-2.6569	22.0149	-0.0611	-0.0064	0.081
O	-8.4929	10.3827	22.1838	-0.0461	-0.0012	0.1427
O	6.2224	9.3854	16.1174	-0.0083	0.0203	0.1532
O	3.2276	12.7109	21.3406	-0.0021	0.0559	0.0908
O	-7.7783	14.6997	22.9727	0.0175	0.049	0.0676
O	-7.1154	3.1474	27.3853	0.006	-0.0306	-0.0575
O	3.889	0.9724	31.7653	-0.0236	0.004	-0.0577
O	5.8657	-5.8398	31.0987	-0.0092	0.0866	-0.1098
O	-1.9997	3.8899	26.7982	-0.0069	-0.0388	0.0009
O	0.9895	14.2511	21.4757	-0.0053	-0.0046	0.0536
O	10.2816	5.2849	28.4743	-0.0798	0.0191	-0.1016
O	1.8899	6.7504	26.8364	-0.0004	-0.0312	-0.0189
O	8.7129	6.5448	26.7864	0.005	0.0076	-0.0032
O	-4.5442	-7.7654	26.8871	0.0029	-0.003	0.0232
O	5.8183	0.5423	23.3853	-0.0218	-0.0478	0.0761
O	11.0376	3.9695	30.6246	-0.0027	0.0554	-0.1706
O	-4.5876	-3.3716	26.0848	0.0075	-0.0294	-0.0138
O	-0.0143	-5.5661	25.8481	-0.0137	-0.0308	-0.0069
O	3.417	-7.986	30.0055	-0.0083	0.0525	-0.1745
O	3.8509	10.6588	34.581	-0.025	0.0042	-0.1101
O	-4.8306	-1.567	27.8817	0.0025	0.0041	-0.1305
O	-3.4318	-3.7631	34.4369	0.0449	-0.0058	-0.0919
O	-1.5313	-1.9	34.6818	-0.0248	-0.0271	-0.0365
O	-1.127	-0.93	25.9303	-0.0339	-0.0016	0.0365
O	5.5495	1.8603	34.4646	-0.002	0.0504	-0.1164
O	18.1915	0.3239	25.6603	0.0338	0.0068	0.0404
O	0.9874	6.3403	30.2247	-0.0232	-0.022	-0.0807
O	3.3889	8.3115	33.6021	-0.0274	-0.0328	-0.1159
O	4.2244	3.5082	32.4017	-0.0226	0.0092	-0.0361
O	4.4256	5.1812	28.9499	0.0023	-0.015	-0.11
O	-0.8676	-8.573	32.216	0.049	0.0742	-0.0967
O	0.1852	-3.0013	25.2181	-0.0298	-0.0032	0.0192
O	1.7759	2.555	32.1238	0.0434	-0.0099	-0.0438
O	3.8542	8.3324	26.9066	0.0002	-0.0034	-0.0559
O	0.2419	4.349	33.3262	0.0396	-0.1093	-0.1138
O	-6.2118	3.8671	24.9764	-0.0089	0.0231	0.0603
O	-8.3494	8.1147	29.1039	0.0161	0.0405	-0.1494
O	5.5858	7.5461	29.8323	0.0002	-0.03	-0.057
O	0.9665	9.1443	33.9951	0.067	-0.0262	-0.0921
O	-2.7	-2.4279	32.4002	-0.0332	0.0122	-0.1165
O	5.4953	0.2319	36.4484	0.0054	0.0127	-0.1103
O	5.288	8.4289	35.2275	-0.0496	0.0392	-0.0937
O	-1.0762	-4.2613	33.5511	0.0116	-0.039	-0.081
O	6.7812	3.7091	33.254	-0.048	0.0843	-0.1235
O	-1.9302	-0.0127	31.8133	-0.0114	-0.007	-0.0789
O	-0.4499	11.3073	33.9655	-0.0038	0.0874	-0.0728
O	6.3941	-0.3109	32.2053	-0.0454	0.018	-0.0764
O	9.424	1.326	36.9324	0.0145	-0.0207	-0.1043
O	-2.8687	-1.2538	23.8271	-0.0036	0.0478	0.0524

Results
free energy: -163107.666 eV
free energy less fixed offsets of O -570.45, Si -639.56 eV per atom: 1.214 eV

The program warned: the cutoff lies below the one the program advises for these potential files; the forces do not sum to zero within the program's tolerance; empty levels may hold ghost states of the PAW files; the exchange-correlation potential is rough where the density is thin.
